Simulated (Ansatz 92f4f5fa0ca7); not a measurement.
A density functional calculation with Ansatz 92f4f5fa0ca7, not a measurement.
Periodic cell of 273 atoms, Si166O106B1, from a study of silicon, its oxide and their interface. The atomic structure is a simulated model.
Doubt: the cutoff is far below the 930 eV that the study's wrapper takes by default for these files, so forces and energies are approximate.
This geometry differs little from another in the collection (a relaxation step or a small displacement).

Settings: functional PBE; potential files Ansatz PAW; basis plane waves; wave-function cutoff 580 eV; density cutoff ratio 5; exchange-correlation grid ratio 1; k mesh 1 x 1 x 1, Gamma-centred; self-consistency stop 5e-08 eV per atom in the density residual; occupations fixed; spin none; net charge -1 e, with a uniform compensating background and no finite-size correction.

Cell vectors (angstrom)
a 11.6015 0 0
b 0 13.3963 0
c 0 0 29.8085

Atoms: element, x, y, z (angstrom)
Si 11.555 0.1752 22.9098
Si 3.9218 0.1492 23.0425
Si 7.6692 0.117 23.1494
Si 2.0745 3.4585 22.8862
Si 5.9074 3.6947 22.9984
Si 9.7641 3.5421 23.0377
Si 11.671 6.8603 23.0748
Si 3.9618 7.0397 23.2016
Si 7.8041 6.8938 23.2548
Si 2.0434 10.2335 23.2631
Si 5.8652 10.0923 23.3272
Si 9.8453 10.0771 23.2434
Si 11.7013 2.3833 23.7499
Si 4.0057 2.405 23.7459
Si 7.79 2.4155 23.7695
Si 2.0377 5.7081 23.7118
Si 5.8421 5.8156 23.9955
Si 9.7469 5.7342 23.9201
Si 11.7602 9.0205 24.042
Si 3.9114 9.133 24.2174
Si 7.8548 9.081 24.0619
Si 1.9171 12.5015 23.8198
Si 5.784 12.37 23.9538
Si 9.6842 12.3898 23.7868
Si 11.6473 2.2923 26.1657
Si 3.924 2.3016 26.1564
Si 7.7585 2.3179 26.179
Si 1.9837 5.6269 26.1544
Si 5.8266 5.6771 26.3381
Si 9.7102 5.6521 26.2944
Si 11.6726 8.96 26.3727
Si 3.8931 9.0099 26.5154
Si 7.7963 8.9929 26.3933
Si 1.9241 12.3662 26.2284
Si 5.8106 12.3175 26.319
Si 9.6871 12.3295 26.1919
Si 1.9791 1.1898 27
Si 5.8322 1.1808 27.0191
Si 9.6911 1.1729 26.977
Si 11.6526 4.5065 27.0073
Si 3.8929 4.5031 27.0168
Si 7.7598 4.5189 27.0589
Si 1.9705 7.8021 27.133
Si 5.8545 7.8831 27.181
Si 9.7216 7.864 27.1448
Si 11.6041 11.2184 27.0632
Si 3.8517 11.2717 27.1299
Si 7.7794 11.229 27.1028
Si 1.9476 1.1099 29.3876
Si 5.8019 1.1189 29.4086
Si 9.6545 1.1069 29.3783
Si 0.0111 4.4502 29.3976
Si 3.8733 4.444 29.3881
Si 7.7234 4.4653 29.4296
Si 1.9377 7.7725 29.4827
Si 5.8356 7.8311 29.5277
Si 9.6873 7.8464 29.5005
Si -0.045 11.1328 29.4422
Si 3.8611 11.1963 29.478
Si 7.8016 11.1449 29.4698
Si -0.0041 -0.0172 0.3453
Si 3.8731 0.0143 0.4524
Si 7.7158 -0.0238 0.4006
Si 1.9456 3.3242 0.3684
Si 5.7902 3.3311 0.4267
Si 9.654 3.3354 0.3706
Si -0.013 6.6633 0.4272
Si 3.8912 6.6578 0.4007
Si 7.7692 6.6827 0.4495
Si 1.9218 10.043 0.3838
Si 5.825 10.0973 0.4288
Si 9.6795 10.0252 0.656
Si 11.5007 -0.1236 2.7046
Si 3.8438 -0.0628 2.8423
Si 7.7142 -0.1684 2.7786
Si 1.907 3.2633 2.7254
Si 5.776 3.2668 2.8233
Si 9.6012 3.294 2.7468
Si 11.5487 6.6929 2.7815
Si 3.8705 6.5907 2.7467
Si 7.7665 6.7069 2.8104
Si 1.8697 9.9783 2.7409
Si 5.8739 10.026 2.796
B 9.6763 9.9689 2.7348
Si 11.539 2.1432 3.4061
Si 3.8122 2.1448 3.6516
Si 7.7006 2.0607 3.5417
Si 1.8792 5.508 3.4643
Si 5.8357 5.539 3.5699
Si 9.6544 5.5124 3.6065
Si 11.3952 8.9974 3.4394
Si 3.8911 8.8559 3.4066
Si 7.9563 9.0088 3.4505
Si 1.8528 12.2192 3.5179
Si 5.7619 12.2103 3.7458
Si 9.6254 11.9208 3.4004
Si 11.4768 2.1515 5.7282
Si 3.7288 2.0241 6.0679
Si 7.6134 1.9597 5.9133
Si 1.88 5.4043 5.7959
Si 5.8095 5.4628 5.9389
Si 9.6231 5.4491 6.0062
Si 11.608 8.8078 5.8291
Si 3.9133 8.782 5.725
Si 7.7975 8.8288 5.8445
Si 1.7717 12.147 5.8921
Si 5.7292 12.1094 6.2467
Si 9.5868 12.0737 5.777
Si 1.6297 0.9637 6.7083
Si 5.6726 0.9787 7.0016
Si 9.6396 0.9015 6.5364
Si 11.5708 4.3115 6.697
Si 3.827 4.3166 6.5485
Si 7.7008 4.1721 6.6165
Si 2.0007 7.6433 6.4608
Si 5.8519 7.7471 6.6522
Si 9.7175 7.7215 6.7056
Si 11.4388 10.975 6.7481
Si 3.656 10.9369 6.6254
Si 7.7769 10.9663 6.8422
O 9.9015 7.8993 8.376
O 9.9101 0.7689 8.1907
O 1.0384 0.9147 8.3019
O 3.0884 10.5754 8.1492
O 5.8524 7.9205 8.3252
O 5.6073 1.1804 8.6945
O 3.7679 4.3063 8.2006
O 7.6476 3.7263 8.2472
O 0.0522 4.2685 8.3751
O 11.1569 10.9346 8.4098
O 8.1318 10.7726 8.4905
O 2.279 7.5411 8.0879
O 11.4307 0.2003 21.2241
O 9.7652 3.6616 21.3691
O 4.1385 7.5492 21.6096
O 6.0062 4.1915 21.3805
O 5.7595 9.7502 21.6876
O 2.1526 3.3921 21.1993
O 7.348 13.4344 21.5072
O 4.0201 0.1418 21.3741
O 7.7629 6.9781 21.6002
O 2.127 10.1735 21.6072
O 11.5591 6.9695 21.4076
O 10.1516 9.6357 21.6489
Si 11.567 6.4361 11.2756
Si 1.5636 10.3671 16.2472
Si 0.2089 3.6762 9.8843
Si 8.0858 12.8559 20.1865
Si 2.8408 10.4661 9.7381
Si 2.5803 10.3936 20.0683
Si 10.3552 3.7107 19.8511
Si 0.2416 12.8042 17.0894
Si 10.816 0.7006 19.785
Si 3.1558 7.7493 16.2113
Si 0.3392 6.4893 19.9049
Si 9.3801 2.5308 14.2808
Si 2.898 2.5465 11.0282
Si 5.1221 11.9936 15.355
Si 4.9462 8.6813 20.7407
Si 3.6114 -0.3902 11.277
Si 5.5711 8.8961 14.7691
Si -0.1644 11.3108 9.9764
Si 9.4571 10.0129 20.2285
Si 3.4647 0.0475 19.8443
Si 7.4617 4.7067 9.5236
Si 2.3645 12.3625 14.1562
Si 6.1866 0.5931 10.1264
Si 2.802 2.9052 19.7656
Si 5.7133 4.4589 13.6439
Si 7.4684 0.2203 15.5911
Si 9.6048 11.3455 15.1908
Si 1.9789 6.5609 13.5267
Si 2.8367 3.5276 14.0025
Si 11.7105 9.1738 18.4212
Si 11.225 0.8571 9.1598
Si 9.1252 7.3277 9.6862
Si 8.6721 8.561 14.5583
Si 4.7659 7.1742 12.3168
Si 2.9773 5.6287 18.7379
Si 2.5118 7.4163 9.6707
Si 6.2727 8.4336 9.812
Si 4.3213 4.7672 9.6341
Si 9.3634 10.4956 12.2588
Si 5.952 13.0321 17.9685
Si 7.9846 4.9388 18.3664
Si 8.3012 5.4143 15.2008
Si 7.3344 11.0758 9.8971
Si 5.3933 4.2108 19.8647
Si 0.7784 1.4951 15.033
Si 7.5596 7.5336 20.0962
Si 7.6409 2.8013 11.8477
O 3.448 6.1027 10.0376
O 1.9434 2.6588 15.0732
O -0.3623 12.9399 10.1514
O 8.3651 8.9046 19.8132
O 2.4311 1.3134 19.5241
O 8.1529 5.3126 16.8047
O 2.7428 11.9823 19.7038
O 7.1462 8.7644 15.0903
O 1.2747 0.1883 14.1706
O 4.4051 3.8237 14.433
O 4.2245 3.4387 10.6193
O 10.9473 2.0869 14.4816
O 11.3655 4.8284 10.9679
O 10.835 12.02 16.0397
O 8.9319 6.9127 14.7662
O 1.7604 3.3463 10.2119
O 8.4542 5.9371 9.1985
O 11.1441 2.2984 19.5381
O 5.4114 7.6108 10.9011
O 11.4224 7.5971 18.7939
O 7.8758 8.2667 10.1421
O 10.1274 7.1481 10.9657
O 9.2148 4.1178 14.723
O 8.8367 11.4704 20.5274
O 10.585 10.5163 11.1528
O 8.3541 12.2443 15.7413
O 4.4462 2.885 19.8026
O 4.6656 0.2242 18.7533
O 10.4909 10.0969 18.9772
O 6.7984 0.6944 17.0258
O 0.5006 6.7312 12.8158
O 1.0481 7.1286 10.2978
O 3.1306 7.1664 12.5247
O 3.9626 9.5654 19.7893
O 6.7833 5.2025 14.6249
O 0.5669 0.916 16.544
O 1.5401 11.7857 17.1054
O 5.349 8.331 13.2787
O 2.9785 12.3837 12.6481
O 6.4322 3.2106 12.8781
O 2.7889 9.3183 16.573
O 6.0013 7.8926 19.7801
O 1.9596 6.3966 19.7509
O 1.464 9.6868 19.1425
O 9.4678 9.7157 15.463
O 3.0955 8.8898 10.1736
O 8.9949 9.0394 12.9974
O 2.1494 7.3123 14.9764
O 9.1436 3.8765 18.781
O 4.7285 7.9083 15.7767
O 7.2408 1.6029 10.8372
O 8.1171 6.3655 19.1273
O 5.9024 5.1618 9.6147
O 6.999 -0.9319 19.059
O 11.0337 2.2391 10.0443
O 8.9715 2.4013 12.704
O 9.7106 11.5032 13.5379
O 6.5732 4.2041 18.7423
O 6.0459 10.052 9.9496
O 1.3559 10.8421 10.2712
O 5.157 10.4788 14.7498
O 1.6851 10.9138 14.6652
O 11.3559 13.0854 18.6155
O 5.4366 11.8518 16.9583
O 8.096 10.9833 11.3494
O 11.3165 5.0105 19.6272
O 8.362 1.488 15.0713
O 2.4347 4.0467 18.601
O 3.7536 11.688 10.3336
O 9.1813 0.5769 19.7291
O 2.7685 2.6421 12.6443
O 3.6351 12.6344 15.1504
O 7.988 4.0951 10.9292
O 5.1165 0.2529 11.328
O 4.4354 5.4966 19.4741
O 6.1905 13.0709 14.6815
O 3.0554 6.5672 17.3692
O 2.7826 0.931 10.7128
O 0.2868 9.4547 16.8032
O 5.2345 5.6365 12.6193
O 2.1284 4.9651 13.7803
O 6.9076 12.6149 9.7123

Results
free energy: -165959.331 eV
free energy less fixed offsets of B -154.04, O -568.88, Si -635.61 eV per atom: 7.249 eV

Forces (eV/angstrom), in the order of the atoms: element, x, y, z
Si -0.0013 0.0008 -0.0029
Si -0.0002 0.0009 -0.0027
Si -0.0002 0.0019 -0.0017
Si 0.001 -0.0008 -0.0027
Si -0.0002 0.0012 -0.0019
Si 0.0005 -0.0003 -0.0022
Si 0.0007 -0.0018 -0.0022
Si -0.0003 0.0001 -0.0016
Si -0.0005 -0.0001 -0.0015
Si 0.0006 -0.0018 -0.0021
Si 0.001 -0.0001 -0.0012
Si 0.0013 -0.0002 -0.0011
Si -0.0007 0 0.0008
Si -0.0001 -0.0005 0.0003
Si 0 -0.0007 0.0002
Si -0.0004 0.0021 0.0005
Si 0.0004 0.0008 -0.0001
Si 0.0004 0.0016 -0.0002
Si -0.0012 0.0002 -0.0012
Si -0.0004 -0.0006 -0.0003
Si -0.001 -0.0004 -0.0013
Si 0.0012 -0.0005 0.0006
Si -0.0002 -0.0016 -0.0003
Si 0.0005 -0.0014 0.0007
Si -0.0004 -0.0014 -0.0003
Si 0 0.0004 0.0003
Si 0 -0.001 0.0003
Si 0.0006 -0.0019 0
Si 0 -0.0015 0.0003
Si -0.0008 -0.0029 0.0005
Si 0.0009 0.0004 0.0014
Si 0.0004 0.0006 -0.0007
Si -0.0005 0.0008 0.001
Si 0.0001 0.0008 -0.0001
Si -0.0012 0.0013 0.0006
Si 0.0002 0.0006 0.0003
Si -0.0001 0.0007 0
Si 0.0005 0.0005 0.0001
Si -0.0003 -0.0003 0.0005
Si 0.001 0.0019 0.0006
Si -0.0005 0.0003 0.0013
Si -0.0004 0.002 0.0001
Si -0.0012 0.0002 -0.0011
Si -0.0003 -0.0004 -0.0021
Si 0.001 0.0018 -0.0011
Si -0.0021 -0.001 0.0004
Si 0.0004 -0.0011 -0.0024
Si 0.003 -0.001 0.0005
Si 0.0021 0.0035 -0.0025
Si 0.0012 0.0024 -0.0022
Si 0.004 0.0029 -0.0033
Si 0.0014 -0.0004 -0.002
Si 0.0008 0.0013 -0.002
Si 0.0031 -0.0009 -0.0011
Si 0.0024 -0.0005 0.0011
Si 0.0006 0.0005 0.0031
Si 0.0013 -0.0023 0.0049
Si 0.0007 0.0029 -0.001
Si -0.0019 0.0044 0.0016
Si -0.0011 0.0036 0.0002
Si -0.0042 -0.0048 0.0005
Si -0.0007 -0.0033 0.0031
Si -0.0022 -0.005 0.0021
Si 0.0002 -0.0006 -0.0006
Si -0.0019 0 0.0019
Si -0.0034 0.0002 0.002
Si -0.0021 0.002 0.0003
Si -0.0016 -0.0012 -0.0007
Si -0.0005 0.0019 0.0009
Si -0.0021 -0.0022 0.0001
Si 0.0038 -0.0034 0.0014
Si 0.0019 0.0023 -0.005
Si -0.0009 0.0002 -0.0015
Si 0.0011 0.0009 -0.0035
Si -0.0003 0.0005 -0.0036
Si 0.0017 -0.0013 -0.0014
Si -0.002 -0.0024 -0.0032
Si -0.0008 -0.0029 -0.0038
Si -0.0017 -0.003 -0.0028
Si 0.0004 0.0015 -0.0026
Si 0.0015 -0.0033 -0.003
Si 0.0064 0.0005 0.0006
Si -0.0068 0.0002 -0.0003
B -0.0189 -0.0403 0.0028
Si -0.0019 0.0009 0.0022
Si 0.0003 0.0019 0.0008
Si 0.0035 0.0019 0.0032
Si -0.0008 0.0009 0.0009
Si 0.0012 0.0017 0.0019
Si -0.0002 0.003 0.002
Si -0.0052 0.0045 0.0004
Si 0.0004 0.002 -0.0002
Si 0.0224 0.0121 -0.0029
Si -0.0008 -0.0026 0.0015
Si -0.0007 -0.0017 0.0017
Si 0.0027 0.0235 0.0077
Si 0.0009 -0.0003 -0.0007
Si -0.0006 -0.002 -0.0009
Si 0.0007 -0.0019 -0.0014
Si -0.0025 0.0007 -0.0003
Si 0.0006 -0.0017 -0.0013
Si 0.0006 0.0009 -0.001
Si 0.0021 0.0002 -0.0004
Si -0.0013 0.004 -0.0013
Si -0.0008 0.0002 -0.0026
Si -0.001 0.0014 -0.0007
Si -0.0007 0.0011 -0.0013
Si 0.0017 -0.0024 -0.0006
Si 0 0.0021 0.0023
Si 0.0008 0.0018 0.0031
Si -0.0024 0.0028 0.0013
Si 0.002 -0.0028 0.0031
Si 0.0027 0.002 0.0043
Si -0.0019 0.0011 0.0041
Si 0.0001 -0.0012 0.0026
Si 0.0019 0.0016 0.0046
Si -0.0016 -0.0035 0.0032
Si 0 0.0011 0.0027
Si 0.0018 -0.0042 0.0036
Si -0.0016 -0.0001 0.0039
O 0.0014 0.0017 -0.0047
O -0.0009 -0.0007 -0.0031
O 0.0005 -0.0008 -0.002
O 0.0001 0.0011 -0.0031
O -0.0012 -0.0013 -0.0038
O -0.0007 -0.0004 -0.0034
O -0.0015 -0.0014 -0.0037
O 0.0011 -0.0012 -0.0025
O -0.0007 0.0021 -0.004
O -0.0001 -0.0006 -0.0045
O 0.0012 -0.0005 -0.0051
O -0.0008 0.0006 -0.0041
O 0.0012 -0.0005 0.0034
O -0.0007 -0.0001 0.0031
O -0.0002 -0.0005 0.0013
O 0.0006 -0.0007 0.003
O 0.0001 0.001 0.0024
O -0.0011 0.0006 0.0034
O -0.0003 0.0002 0.0029
O 0.0005 0.0001 0.0031
O 0.0004 -0.0003 0.0019
O -0.0006 0.0006 0.0039
O -0.0004 0.0007 0.0023
O 0 0.0005 0.0021
Si 0.0007 -0.0006 0.0007
Si 0.0002 0.0001 0.0002
Si 0.0012 0.0004 0.0021
Si 0.0002 -0.0009 -0.0026
Si 0.0006 0.0007 0.0016
Si -0.0001 0.0001 -0.0026
Si 0.0004 0.0004 -0.0021
Si 0.0002 -0.0003 -0.0012
Si -0.0003 0.0001 -0.0025
Si 0.0001 0.0005 0
Si 0.0009 0.0002 -0.0014
Si 0.0003 0.0001 0.0006
Si 0.0003 -0.0005 0.0003
Si 0 0 -0.0001
Si 0 -0.0006 -0.0021
Si -0.0006 0.0008 0.0007
Si 0.0001 0.0002 0
Si 0.0005 0.0001 0.0035
Si -0.0001 0.0001 -0.0021
Si 0 -0.0001 -0.0022
Si -0.0008 0.0005 0.002
Si -0.0002 0 0.0009
Si 0.0004 0.0002 0.0025
Si 0.0009 0 -0.0019
Si -0.0001 0.0003 0.0001
Si 0.0001 -0.0003 -0.0001
Si -0.0003 0 0.0009
Si 0.0004 -0.0004 0.0006
Si 0 0.0002 0.0004
Si 0 -0.0002 -0.0007
Si 0.001 0.0006 0.0027
Si -0.0015 -0.0018 0.003
Si -0.0002 0 0.0009
Si 0.0002 -0.0003 0.0015
Si -0.0001 0.0006 -0.0005
Si -0.0004 -0.0011 0.0029
Si -0.0004 0 0.0025
Si 0.0011 -0.0001 0.0021
Si -0.0003 -0.0006 0.0022
Si 0.0002 -0.0002 -0.0012
Si 0.0001 0.0002 -0.0005
Si 0.0001 0.0002 -0.0005
Si -0.0019 0.001 0.0034
Si -0.0007 0.0006 -0.002
Si -0.0001 0.0002 -0.0001
Si 0.0001 -0.0002 -0.0012
Si 0 0.0002 0.0006
O -0.0001 0.0005 -0.0008
O 0.0001 0.0001 -0.0003
O -0.0001 0 -0.0006
O 0.0002 0 0.0002
O 0 0.0001 0
O -0.0001 -0.0001 0.0008
O 0.0001 0.0002 0.0001
O -0.0001 -0.0001 -0.0007
O 0 0 -0.0001
O -0.0001 0 -0.0003
O 0 0.0008 -0.0006
O 0 0 -0.0001
O -0.0001 -0.0003 -0.0003
O 0.0002 0.0003 0
O 0 0 -0.0001
O -0.0018 0.0003 0.0002
O 0.0006 0.0008 -0.0009
O 0 0 0.0002
O 0.0009 0.0011 -0.0013
O 0.0001 -0.0005 0.0002
O 0.0005 0.0001 -0.0007
O -0.0009 0.0008 -0.0009
O -0.0001 0 -0.0001
O 0.0002 0 0.0003
O 0.0011 0.0006 -0.0018
O -0.0001 0.0002 -0.0005
O 0.0001 0 0.0001
O -0.0009 0.0001 0.0006
O -0.0008 0.0001 0.0007
O -0.0002 -0.0001 0.0002
O -0.0006 0 -0.0009
O 0.0011 0.0007 -0.0008
O 0.0004 0.0002 -0.0003
O 0.0002 -0.0002 0.0003
O 0 -0.0001 0.0001
O -0.0001 -0.0001 0.0001
O 0 0.0003 -0.0002
O -0.0003 -0.0005 -0.0004
O 0.0005 0.0002 -0.0013
O 0.0005 -0.0003 -0.0004
O 0 -0.0001 -0.0003
O -0.0003 0.0005 0.0005
O -0.0005 0.0002 0.0001
O 0.0012 0.0006 0.0006
O 0.0001 0.0001 -0.0006
O 0 0.0005 -0.0005
O 0.0002 0.0005 -0.0008
O -0.0001 -0.0002 -0.0004
O 0.0007 -0.0003 0.0003
O -0.0001 -0.0001 -0.0004
O -0.0007 -0.0008 -0.0008
O 0.0001 0.0007 0.0002
O 0.0001 -0.0003 -0.0011
O 0.0011 0.0001 0.0009
O -0.0001 -0.0014 -0.0008
O -0.0005 0.0001 -0.0005
O 0.0001 -0.0001 -0.0009
O -0.0005 -0.0002 0.0002
O 0.0004 -0.0003 -0.0005
O -0.0007 0.0001 -0.0003
O 0.0001 -0.0003 -0.0001
O 0 0.0001 0
O -0.0004 0.0009 0.0013
O 0.0001 0.0005 0.0004
O -0.0008 0.0003 -0.0017
O -0.0002 -0.0003 0.0001
O 0 0.0002 -0.0003
O 0.0001 -0.0007 0.0004
O -0.0004 -0.0017 -0.0005
O -0.0002 -0.0003 0.0003
O 0 -0.0002 -0.0011
O -0.0001 -0.0001 -0.0003
O -0.0002 0.0005 -0.0011
O 0.0005 -0.0001 -0.0005
O 0.0006 -0.0004 -0.0001
O 0 0.0001 0.0002
O 0 -0.0007 0.0005
O -0.0001 -0.0002 0.0001
O -0.0002 -0.0002 0.0006
O -0.0003 0.0011 -0.0002
O -0.0002 0.0003 -0.0002
O 0.0005 -0.0008 -0.0005

The program warned: the cutoff lies below the one the program advises for these potential files; the forces do not sum to zero within the program's tolerance; the exchange-correlation potential is rough where the density is thin.
